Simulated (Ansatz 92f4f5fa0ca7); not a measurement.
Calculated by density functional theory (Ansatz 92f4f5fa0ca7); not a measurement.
Periodic cell of 219 atoms, Si133O78H8, from a study of silicon, its oxide and their interface. The atomic structure is a simulated model.

Settings: functional PBE; potential files Ansatz PAW; basis plane waves; wave-function cutoff 700 eV; density cutoff ratio 5; exchange-correlation grid ratio 1; k mesh 2 x 2 x 1, shifted by 0.5 0.5 0.5 of a step; self-consistency stop 5e-08 eV per atom in the density residual; occupations fixed; spin none; net charge 0.

Cell vectors (angstrom)
a  10.938  0  0
b  0  10.938  0
c  0  0  31.5446

Atoms: element, x, y, z (angstrom)
Si  0.5248  10.4982  24.2581
Si  6.1297  10.5069  23.9553
Si  2.258  3.2153  24.1725
Si  7.7416  3.291  24.1753
Si  0.5396  4.9761  24.1493
Si  5.9744  4.9916  24.1692
Si  2.3507  8.7393  24.0772
Si  7.7294  8.6226  24.1217
Si  1.4039  1.3955  25.4683
Si  6.8785  1.3852  25.3371
Si  4.1204  4.0939  25.3744
Si  9.607  4.1352  25.387
Si  1.4431  6.8568  25.321
Si  6.8394  6.8348  25.4128
Si  4.1929  9.6528  25.2667
Si  9.5924  9.525  25.3634
Si  2.8189  0.02  26.7529
Si  8.246  0.0144  26.7355
Si  -0.0426  2.7122  26.7813
Si  5.442  2.6788  26.7437
Si  2.7897  5.5035  26.7455
Si  8.2526  5.5062  26.7705
Si  0.0024  8.1417  26.7378
Si  5.4303  8.2019  26.7342
Si  4.1018  1.3673  28.1264
Si  9.5708  1.3673  28.1264
Si  1.3673  4.1018  28.1264
Si  6.8362  4.1018  28.1264
Si  4.1018  6.8362  28.1264
Si  9.5708  6.8362  28.1264
Si  1.3673  9.5708  28.1264
Si  6.8362  9.5708  28.1264
Si  0  0  29.4936
Si  5.469  0  29.4936
Si  2.7345  2.7345  29.4936
Si  8.2035  2.7345  29.4936
Si  0  5.469  29.4936
Si  5.469  5.469  29.4936
Si  2.7345  8.2035  29.4936
Si  8.2035  8.2035  29.4936
Si  1.3673  1.3673  30.8609
Si  6.8362  1.3673  30.8609
Si  4.1018  4.1018  30.8609
Si  9.5708  4.1018  30.8609
Si  1.3673  6.8362  30.8609
Si  6.8362  6.8362  30.8609
Si  4.1018  9.5708  30.8609
Si  9.5708  9.5708  30.8609
Si  2.7345  0  0.6835
Si  8.2035  0  0.6835
Si  0  2.7345  0.6835
Si  5.469  2.7345  0.6835
Si  2.7345  5.469  0.6835
Si  8.2035  5.469  0.6835
Si  0  8.2035  0.6835
Si  5.469  8.2035  0.6835
Si  4.1018  1.3673  2.0507
Si  9.5708  1.3673  2.0507
Si  1.3673  4.1018  2.0507
Si  6.8362  4.1018  2.0507
Si  4.1018  6.8362  2.0507
Si  9.5708  6.8362  2.0507
Si  1.3673  9.5708  2.0507
Si  6.8362  9.5708  2.0507
Si  0  0  3.418
Si  5.469  0  3.418
Si  2.7345  2.7345  3.418
Si  8.2035  2.7345  3.418
Si  0  5.469  3.418
Si  5.469  5.469  3.418
Si  2.7345  8.2035  3.418
Si  8.2035  8.2035  3.418
Si  1.3885  1.4022  4.7376
Si  6.8511  1.4111  4.8027
Si  4.0414  4.0805  4.7907
Si  9.5175  4.075  4.7661
Si  1.3776  6.8712  4.831
Si  6.8619  6.9  4.8103
Si  4.1016  9.4977  4.7869
Si  9.5136  9.5278  4.8156
Si  2.6852  -0.0486  6.0506
Si  8.1704  0.0034  6.1988
Si  -0.0255  2.7097  6.0988
Si  5.4141  2.7392  6.1733
Si  2.7081  5.4461  6.2184
Si  8.1733  5.4583  6.1554
Si  -0.0617  8.1765  6.2416
Si  5.4994  8.2267  6.2748
Si  4.4338  0.8826  7.3208
Si  10.0617  0.8744  7.368
Si  0.8084  4.5114  7.3947
Si  6.3219  4.581  7.3829
Si  4.5899  6.3244  7.4104
Si  9.9822  6.2818  7.4758
Si  0.8599  10.0678  7.3678
Si  6.3117  10.1802  7.5323
H  9.7601  1.2456  8.7929
H  1.2504  9.7845  8.7906
H  4.2583  6.6367  8.8406
H  6.6892  4.2393  8.7973
O  9.5085  6.4451  9.0669
O  0.9727  3.8566  8.9169
O  3.6232  1.1677  8.7441
O  6.7187  10.1725  9.1615
H  0.1838  5.2872  22.7249
H  2.5916  2.8317  22.7618
H  5.6435  5.3373  22.7452
H  8.086  3.0011  22.7504
O  11.0328  0.2072  22.8058
O  2.9231  8.4132  22.5346
O  6.1074  10.8919  22.2891
O  7.8998  8.061  22.5612
Si  3.9781  10.5576  19.0368
Si  8.3236  7.7593  21.0411
Si  6.5749  4.8063  17.9369
Si  3.9477  9.3055  14.583
Si  10.9357  9.207  19.9511
Si  3.5803  1.4954  10.3186
Si  2.6986  1.3456  16.9266
Si  9.2551  5.5625  19.4372
Si  4.9364  7.7897  12.0771
Si  9  6.9886  10.5057
Si  7.7295  1.423  15.5836
Si  7.1312  0.5102  21.1201
Si  2.559  7.4095  16.4148
Si  10.2354  0.6712  21.4984
Si  10.6168  7.717  17.439
Si  3.921  6.438  18.883
Si  2.4707  6.2831  12.0078
Si  5.8746  2.5746  11.9305
Si  0.1863  8.2452  12.4997
Si  6.9655  5.3172  12.1768
Si  1.4739  3.8173  10.4476
Si  6.7358  9.7333  16.1121
Si  2.987  4.9685  14.5923
Si  8.9038  8.2358  14.8449
Si  -0.0791  4.0845  14.9973
Si  2.1238  10.8164  12.5091
Si  5.5142  2.4151  19.5609
Si  7.9525  5.3775  15.0165
Si  6.6456  9.1997  19.0016
Si  10.9745  2.968  19.8636
Si  4.8749  2.4714  14.9251
Si  2.938  3.5715  19.2126
Si  2.8047  8.4734  20.917
Si  10.672  2.0782  16.9589
Si  6.9892  9.4668  10.6024
Si  0.0455  2.0989  12.6142
Si  8.2543  0.8273  12.4668
O  8.8578  6.2311  20.8736
O  4.8252  0.9855  19.2253
O  9.8682  6.6241  18.3709
O  6.0652  6.6509  12.1982
O  0.3334  3.1685  11.419
O  5.1966  9.7271  15.5571
O  7.1124  8.8612  17.4597
O  10.42  2.261  21.2106
O  6.0671  3.2592  18.2517
O  5.0533  9.3763  18.7594
O  8.0511  0.8755  14.0846
O  7.0894  0.3082  16.573
O  2.9324  2.7031  17.8222
O  3.5636  7.293  11.3207
O  0.0904  3.607  16.5405
O  2.8106  2.9058  10.5917
O  8.6357  0.4622  21.7393
O  1.3619  1.2294  13.0261
O  7.9059  4.9234  18.8386
O  1.3186  7.107  12.8401
O  10.4767  2.9058  13.9362
O  9.1869  1.7857  16.2828
O  6.4411  2.4761  15.481
O  4.5463  8.1607  13.6079
O  7.2966  4.7061  13.6757
O  3.7509  7.2529  20.312
O  1.2177  8.2961  20.544
O  2.969  10.91  17.7975
O  5.0503  2.2142  13.3125
O  4.2723  3.315  20.144
O  7.758  9.3809  14.8932
O  7.4195  2.0866  11.8974
O  10.5425  2.0511  18.5766
O  10.0261  8.4591  13.6906
O  1.0045  7.0875  16.7436
O  1.7818  5.3618  10.8694
O  9.6593  8.2178  16.2589
O  10.2937  7.7048  11.2098
O  5.118  1.7207  10.7828
O  1.0923  1.2298  16.486
O  2.7308  8.7643  15.5307
O  3.8262  1.4354  15.7053
O  5.4181  5.881  18.439
O  10.9577  10.8002  20.2672
O  7.7717  10.4043  11.7012
O  8.3506  5.7336  11.374
O  10.374  4.4522  19.7307
O  6.6864  2.0387  20.647
O  3.2317  6.1944  15.6003
O  7.2055  10.5426  19.7493
O  2.8963  5.1612  18.8732
O  6.0129  4.1547  11.5208
O  3.1899  9.9819  20.3514
O  1.0194  9.6305  12.2486
O  2.8597  0.249  11.0973
O  3.2579  10.438  13.6262
O  7.0765  7.9673  19.9834
O  10.9554  9.0342  18.3335
O  4.0926  3.8916  15.0912
O  7.9383  6.9507  14.6616
O  3.3869  7.527  17.7982
O  7.0729  5.0562  16.3747
O  7.862  8.1293  10.3018
O  1.642  3.1141  20.0611
O  9.5523  8.7273  20.6348
O  9.8282  1.0577  12.1311
O  1.3882  4.6255  14.5718
O  3.3156  5.3447  13.045
O  5.5435  9.0514  11.2503
O  9.5608  5.0626  15.0749

Results
free energy: -129053.955 eV
free energy less fixed offsets of H -17.10, O -569.03, Si -635.61 eV per atom: 3.315 eV

Forces (eV/angstrom), in the order of the atoms: element, x, y, z
Si  0.0319  0.0099  0.0285
Si  0.0337  -0.0336  0.0287
Si  -0.0246  0.0326  0.0531
Si  -0.0381  0.0205  0.0642
Si  0.0175  -0.0321  0.053
Si  0.0293  -0.0288  0.059
Si  -0.0371  0.0009  0.0127
Si  -0.0302  0.0229  0.016
Si  0.025  -0.0027  -0.0591
Si  -0.0029  0.036  -0.0499
Si  -0.0017  0.0064  -0.0478
Si  0.0081  -0.0064  -0.0592
Si  -0.0199  0.0042  -0.0521
Si  -0.0119  -0.025  -0.0516
Si  0.0242  0.0075  -0.0352
Si  -0.0086  0.0049  -0.0541
Si  0.0185  0.0045  0.0149
Si  0.0135  -0.0036  0.0118
Si  -0.004  -0.0013  0.0174
Si  0.0067  -0.0116  0.0109
Si  0.001  0.0084  0.0219
Si  -0.0032  0.0097  0.0137
Si  -0.0076  -0.0198  0.0278
Si  -0.006  0.0165  0.0109
Si  0.1626  -0.0189  0.5348
Si  -0.0985  -0.115  0.3928
Si  0.0387  0.1354  -0.3655
Si  0.0322  -0.0977  -0.4601
Si  0.009  0.208  0.2749
Si  0.1982  0.0646  0.4538
Si  0.1594  -0.078  -0.5052
Si  0.0014  0.0505  -0.4102
Si  -0.0308  0.0663  -0.0438
Si  -0.0157  0.0893  0.0061
Si  0.0498  -0.0249  -0.0477
Si  -0.0184  -0.0626  -0.0131
Si  -0.0088  0.0637  0.0057
Si  0.0144  0.068  -0.0422
Si  0.015  -0.0385  -0.0076
Si  0.0708  0.0113  -0.0461
Si  0.0149  0.0159  -0.0004
Si  0.0278  -0.0014  0.0016
Si  -0.0629  -0.0291  -0.0071
Si  0.0011  -0.0362  -0.0141
Si  0.0147  0.0082  0.0004
Si  0.0336  -0.0076  -0.0003
Si  -0.0089  -0.0265  -0.0122
Si  -0.0195  -0.0228  0.0056
Si  0.039  0.0204  0.0054
Si  0.0124  0.0607  -0.0005
Si  -0.033  0.0041  0.0138
Si  -0.0059  -0.0155  -0.0039
Si  0.0213  0.0319  -0.0072
Si  0.0205  0.0189  0.005
Si  0.0007  -0.0467  0.0037
Si  -0.044  0.0164  0.0105
Si  -0.0528  0.0441  0.0283
Si  -0.0755  -0.045  0.0208
Si  0.0622  -0.0398  0.0031
Si  0.0374  -0.0626  0.027
Si  -0.0838  -0.0493  0.0106
Si  -0.0281  0.0343  0.0358
Si  -0.0003  -0.0161  0.0468
Si  0.0662  -0.0232  0.0064
Si  -0.2201  -0.1417  0.3454
Si  0.0329  -0.025  0.3968
Si  0.0462  0.0938  -0.6122
Si  -0.1935  -0.0772  -0.4772
Si  0.0118  0.0606  0.4069
Si  -0.0772  0.1417  0.5341
Si  -0.0313  -0.274  -0.226
Si  -0.0361  0.0165  -0.3822
Si  0.0036  0.0066  -0.0118
Si  0.0062  0.0022  -0.0025
Si  -0.017  0.0021  -0.0125
Si  -0.0019  0.0082  -0.0048
Si  0.0049  0.0127  -0.0075
Si  -0.0088  0.009  -0.0147
Si  0.0054  0.0042  -0.0043
Si  -0.0099  -0.0021  -0.0079
Si  -0.0188  -0.0257  0.0539
Si  0.0205  0.0054  0.0402
Si  -0.025  -0.015  0.0579
Si  0.0385  0.0135  0.0481
Si  0.0119  0.0068  0.0507
Si  -0.0224  -0.0188  0.0454
Si  0.0206  0.005  0.0405
Si  -0.0168  -0.01  0.0516
Si  -0.0067  -0.0432  -0.011
Si  0.0185  -0.0176  -0.0467
Si  -0.0336  0.0127  -0.018
Si  -0.0293  0.0248  -0.0545
Si  0.0217  -0.0215  -0.0483
Si  0.0362  -0.0275  -0.0152
Si  -0.0192  0.0218  -0.0454
Si  -0.0166  0.0481  -0.0321
H  0.0046  -0.0047  -0.0162
H  -0.0048  0.0071  -0.0176
H  0.0107  -0.0092  -0.0193
H  -0.0043  0.0074  -0.0121
O  0.0032  0.0031  0.0027
O  0.0008  0.0196  0.0019
O  0.0302  -0.0058  0.0097
O  -0.0148  -0.0123  0.0056
H  0.0035  -0.0028  0.0113
H  -0.0054  0.0041  0.0109
H  0.0053  -0.0021  0.0094
H  -0.003  0.0034  0.0009
O  0.0062  -0.0354  -0.0099
O  -0.024  0.0218  -0.0126
O  0.0139  0.0017  -0.0009
O  0.0026  0.0189  -0.0198
Si  -0.0092  -0.0006  0.0043
Si  -0.0056  -0.0049  0.0219
Si  -0.0007  0.002  0.0045
Si  -0.002  0.0046  0.0036
Si  0.0013  -0.0005  0.0038
Si  -0.0063  0.0066  -0.0166
Si  0.0031  -0.0094  0.0065
Si  0.003  -0.0024  0.0188
Si  -0.004  0.003  -0.0115
Si  0.0006  0.0015  -0.0067
Si  -0.0013  0.0028  -0.0017
Si  0.008  0.0068  0.0098
Si  -0.0007  0.004  0.006
Si  0.0101  -0.0019  0.0259
Si  0.0025  0.005  0.0039
Si  0.005  0.006  0.0114
Si  0.0027  -0.0014  -0.0094
Si  -0.0018  0.0025  -0.0072
Si  -0.0037  0.0024  -0.0069
Si  0.0039  -0.0032  -0.0098
Si  0.0034  0.0001  -0.0159
Si  0.0006  -0.0013  0.004
Si  0.0031  0.0019  -0.0041
Si  -0.0029  0.0022  -0.0029
Si  -0.0025  0.0011  0.0029
Si  0.0001  -0.0016  -0.002
Si  0.0046  0.0035  0.0099
Si  -0.0065  -0.0025  0.0008
Si  0.0018  -0.0052  0.0016
Si  -0.0048  0.0033  0.0125
Si  -0.0026  0.0022  -0.0091
Si  -0.0018  -0.0017  0.0121
Si  0.0044  -0.0017  0.0177
Si  -0.0054  0.0017  0.0074
Si  0.0007  -0.0046  -0.0039
Si  -0.0062  0.0016  0.001
Si  0.0044  -0.0011  -0.0018
O  -0.0044  0.0208  -0.0261
O  0.0069  -0.0052  0.0009
O  0.0084  0.0092  0.0013
O  -0.0078  -0.0043  0.0016
O  0.018  -0.0083  0.0119
O  0.0087  -0.0097  -0.0019
O  0.0065  0.0033  -0.0063
O  0.0089  -0.0172  -0.0258
O  -0.0171  0.0097  0.0214
O  0.0012  0.0186  0.0045
O  -0.003  0.0124  0.0101
O  0.0005  -0.0119  -0.0202
O  -0.0078  -0.0022  0.0021
O  0.003  -0.0082  0.0364
O  -0.0045  -0.0218  -0.0101
O  -0.0137  -0.0145  -0.0051
O  -0.0105  0.0051  -0.0132
O  -0.0116  -0.0055  -0.0215
O  0.0044  0.0137  -0.0076
O  0.0041  0.0019  -0.0264
O  0.0178  0.0033  -0.0142
O  0.0063  0  0.0031
O  -0.0005  -0.0182  -0.0078
O  -0.0119  0.0119  -0.0101
O  0.0101  0.0152  0.0024
O  -0.0188  0.0047  -0.0038
O  0.0052  0.0111  -0.0073
O  0.0098  0.0205  -0.002
O  0.0053  0.009  0.002
O  -0.0062  0.0014  -0.0338
O  -0.004  0.0082  0.0254
O  0.0008  -0.022  0.0153
O  0.0112  0.0264  0.0009
O  0.0018  -0.0062  0.0016
O  0.0071  0.0195  0.0065
O  0.0079  -0.0162  0.0279
O  -0.005  -0.0128  -0.0119
O  -0.0108  -0.0023  0.0176
O  -0.0146  0.006  0.0155
O  0.0023  0.0126  0.0131
O  0.0205  -0.0152  0.0052
O  -0.0079  0.0128  0.0199
O  -0.0048  -0.0219  -0.0058
O  -0.0075  0.01  0.0068
O  -0.0069  0.0065  -0.0063
O  -0.0102  0.0195  -0.0012
O  -0.0107  -0.0143  -0.0078
O  -0.006  -0.0253  -0.0097
O  -0.0163  0.0076  -0.0131
O  -0.0136  0.0005  0.0096
O  0.0209  -0.0022  0.0033
O  -0.0052  -0.0028  0.0113
O  -0.0066  -0.0101  -0.0063
O  0.0087  0.0049  0.0139
O  -0.0032  0.0242  0.0175
O  -0.0141  -0.0084  -0.0196
O  0.0196  0.0124  0.0065
O  -0.0091  -0.0311  0.0101
O  0.0026  -0.0103  -0.007
O  0.0112  -0.0018  0.0097
O  -0.0058  -0.0143  -0.0073
O  0.0069  0.0078  -0.0097
O  0.0082  0.0033  0.0155
O  -0.0017  0.004  -0.025
O  -0.0063  -0.0231  -0.016
O  -0.0058  0.0134  0.0178
O  0.0003  -0.001  0.0053
O  -0.0118  0.0189  0.0076
O  0.0194  -0.0162  0.0095
O  -0.0114  -0.008  -0.0101

The program warned: the cutoff lies below the one the program advises for these potential files; the exchange-correlation potential is rough where the density is thin.
